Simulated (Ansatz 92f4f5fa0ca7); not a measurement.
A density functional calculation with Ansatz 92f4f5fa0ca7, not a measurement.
Periodic cell of 154 atoms, Si94O60, from a study of silicon, its oxide and their interface. The atomic structure is a simulated model.

Settings: functional r2SCAN; potential files Ansatz norm-conserving; basis plane waves; wave-function cutoff 1300 eV; density cutoff ratio 4; exchange-correlation grid ratio 1; k mesh 2 x 2 x 1, shifted by 0.5 0.5 0.5 of a step; self-consistency stop 5e-10 eV per atom in the density residual; occupations Fermi-Dirac, 0.05 eV; spin none; net charge 0.

Cell vectors (angstrom)
a  10.9815  -0.0417  0.0088
b  -0.0417  10.8554  0.0474
c  0.0186  0.1001  22.7434

Atoms: element, x, y, z (angstrom)
Si  0.0328  10.8307  0.1511
Si  2.7273  2.7733  22.5043
Si  10.748  5.9636  22.7133
Si  2.7164  8.576  22.65
Si  5.4174  0.2452  22.7342
Si  8.6606  2.0728  0.0288
Si  6.3521  5.5492  22.5103
Si  8.5549  8.1013  0.0859
Si  1.5344  1.2913  1.2757
Si  4.0463  3.9558  1.1703
Si  1.4303  6.9002  1.2829
Si  4.0818  9.6748  1.3759
Si  6.9039  1.2317  1.3843
Si  9.6951  4.0715  1.1352
Si  7.0656  6.9728  1.5003
Si  9.72  9.5232  1.5516
Si  2.8659  0.0556  2.8516
Si  0.1208  2.7419  2.5517
Si  2.7848  5.4387  2.5747
Si  0.1473  8.1513  2.7513
Si  8.2244  0.0272  2.7536
Si  5.5532  2.7277  2.5948
Si  8.3087  5.3816  2.6566
Si  5.4168  8.1654  2.7248
Si  4.1824  1.4056  4.0773
Si  1.4734  4.1115  4.0106
Si  4.0161  6.7921  4.0262
Si  1.3914  9.5912  4.1625
Si  9.7005  1.4192  3.9757
Si  6.8903  4.0437  3.9905
Si  9.6622  6.7386  3.9903
Si  6.8417  9.4077  4.185
Si  10.7975  10.8337  5.3814
Si  2.7484  2.7213  5.4337
Si  0.0487  5.4385  5.4661
Si  2.7297  8.224  5.4475
Si  5.5179  10.8204  5.4662
Si  8.3994  2.7451  5.3768
Si  5.5236  5.4504  5.36
Si  8.3151  8.0391  5.4177
Si  1.3778  1.3175  6.6613
Si  4.1328  4.2029  6.7323
Si  1.3847  6.7851  6.8672
Si  4.064  9.4803  6.7948
Si  6.9423  1.3316  6.6886
Si  9.7511  4.0504  6.8897
Si  6.8998  6.753  6.8506
Si  9.6305  9.3564  6.7945
Si  2.5955  10.8639  8.1134
Si  0.216  2.6698  8.0438
Si  2.7644  5.4653  8.295
Si  10.8814  8.0551  8.301
Si  8.2304  10.6799  8.0811
Si  5.5566  2.7891  7.9248
Si  8.2912  5.4388  8.1784
Si  5.4513  8.0671  8.1962
Si  4.0969  1.5249  9.1283
Si  1.5038  3.9702  9.6121
Si  4.0933  6.8055  9.7694
Si  1.3679  9.529  9.6953
Si  9.8761  0.9565  9.2367
Si  6.7773  4.1766  9.373
Si  9.6588  6.662  9.7527
Si  6.8921  9.4156  9.4832
Si  0.4066  0.4821  11.23
Si  3.2597  2.9081  10.8856
Si  0.2483  5.4219  11.0071
Si  2.3947  7.7581  11.2021
Si  5.8956  10.8529  10.9803
Si  7.6921  2.668  10.7616
Si  5.3394  5.1893  10.861
Si  8.139  8.1764  10.8648
Si  4.3646  1.1552  13.1486
Si  3.5491  5.4379  18.8158
Si  4.1588  3.3308  16.909
Si  4.5357  1.2146  20.6355
Si  9.7102  9.6965  13.0602
Si  7.4062  1.7261  19.9455
Si  9.3343  8.3807  17.7773
Si  5.0566  7.5558  20.6118
Si  8.8309  7.4523  14.9923
Si  2.9827  0.6024  17.9562
Si  7.4196  9.3674  20.0322
Si  10.8353  0.3685  17.4103
Si  10.061  3.0628  12.5421
Si  9.7528  3.1925  18.5712
Si  10.4177  5.6731  16.7311
Si  1.029  4.4424  20.5819
Si  4.3103  10.4364  15.5565
Si  6.4574  6.7273  13.0526
Si  3.6369  7.7439  14.0539
Si  9.3081  1.327  14.7914
Si  2.5048  5.6107  16.1038
Si  6.2514  1.7567  15.2335
O  5.5645  2.8137  16.2982
O  4.3224  6.5893  19.5871
O  6.9268  7.7293  11.8898
O  2.9855  6.2559  17.4812
O  0.4355  5.8375  21.2101
O  10.5559  4.6039  12.3404
O  10.2951  0.6454  15.8889
O  5.7741  1.8392  19.7929
O  5.8229  8.8987  19.9877
O  8.1199  9.069  21.5253
O  5.0419  10.7589  12.4278
O  7.876  1.8472  15.3687
O  0.199  10.2058  12.4622
O  8.9496  9.3352  11.7154
O  3.6854  2.4354  21.2837
O  3.725  10.4006  17.0856
O  3.2631  1.9346  12.2245
O  3.4653  0.4884  19.5395
O  9.0066  0.1543  13.6546
O  2.3111  4.7971  19.6385
O  6.3086  5.3239  12.2575
O  6.8004  1.363  11.1527
O  8.5224  8.2527  16.3749
O  0.9412  5.2269  16.3406
O  8.5032  3.0306  12.1057
O  5.0272  7.1069  13.6222
O  3.5745  0.5792  14.436
O  8.2397  8.4577  18.9395
O  9.6595  4.3757  17.391
O  7.7414  2.2792  21.4298
O  3.321  4.238  15.8124
O  1.3579  6.5138  11.5707
O  8.8801  2.2098  9.7007
O  7.7612  0.1116  19.7201
O  3.9429  7.9994  21.6488
O  4.174  4.1334  11.3999
O  10.8214  3.7438  19.6713
O  4.485  4.2994  18.1741
O  4.6658  0.2247  9.8905
O  4.9153  4.8994  22.6942
O  5.52  2.1508  13.8017
O  10.2424  9.7697  17.8622
O  1.4573  0.297  17.63
O  9.7414  8.4161  14.0479
O  10.3168  1.6809  18.1623
O  2.893  8.2819  12.6906
O  8.2407  2.7618  18.976
O  5.904  0.1594  15.5137
O  10.1903  6.9604  17.8345
O  3.2832  2.1221  17.4601
O  9.8728  1.1635  22.306
O  7.5156  6.8185  14.2919
O  6.1897  6.6029  21.2569
O  0.083  2.0738  11.788
O  2.7157  6.6595  14.8414
O  10.1097  2.5512  14.1147
O  4.2015  8.9342  15.0251
O  9.7422  6.155  15.3491
O  1.4402  3.5577  21.8497
O  9.5526  7.0128  22.3713

Results
free energy: -38915.744 eV
free energy less fixed offsets of O -463.61, Si -117.95 eV per atom: -11.844 eV
pressure: -1.74 GPa
stress xx, yy, zz, yz, xz, xy (GPa, positive in tension): 1.34, 1.91, 1.97, -0.3, 0.16, 0.1

Forces (eV/angstrom), in the order of the atoms: element, x, y, z
Si  -0.7314  0.622  -0.2175
Si  -1.0021  0.1834  1.7815
Si  0.4154  0.1072  -0.2737
Si  0.2235  0.0572  0.2342
Si  -0.0417  -0.1792  -0.5868
Si  -0.4368  0.6268  -0.0603
Si  0.9155  1.3021  -0.246
Si  -0.2661  1.0023  0.2682
Si  0.4854  0.0331  0.472
Si  0.542  0.6087  -0.159
Si  0.3264  -0.0828  -0.6025
Si  0.0973  -0.5024  0.2008
Si  -0.1481  0.5375  -0.8341
Si  -0.4521  -0.6755  -0.064
Si  -0.589  -0.2847  -0.2482
Si  -0.4703  -0.2366  -0.0521
Si  -0.8678  -0.1094  -1.2207
Si  0.2391  0.5257  -0.0063
Si  -0.0257  -0.1224  -0.119
Si  -0.1201  0.5467  0.4099
Si  0.3465  -1.3074  0.8534
Si  -0.4033  -0.1637  0.064
Si  0.3173  -0.2505  -0.1194
Si  0.1952  0.2487  -0.2818
Si  0.8474  0.6252  0.4259
Si  -0.6654  -0.2862  0.0575
Si  0.7069  0.1533  0.2926
Si  -0.6149  -0.1983  -0.1896
Si  -0.6247  0.083  -0.538
Si  0.3777  0.3298  0.5233
Si  0.4912  -0.499  0.7774
Si  0.5103  0.2476  -0.6662
Si  1.3649  -0.1413  0.6642
Si  0.7701  0.3636  -0.4076
Si  0.0872  0.1731  -0.6325
Si  -0.345  -1.1133  0.1824
Si  -0.5442  0.1649  -0.0029
Si  -0.6819  0.0902  0.3547
Si  0.0147  0.3909  -0.1519
Si  -0.55  -0.1356  0.0288
Si  -0.3196  -0.366  -0.8733
Si  -0.5847  -0.5025  0.1836
Si  0.1822  0.5187  0.2573
Si  0.6511  0.4853  0.8442
Si  0.7552  0.2234  0.1283
Si  -0.6512  -0.1372  -0.401
Si  -0.1173  0.0594  -0.6536
Si  -0.4148  0.0479  -0.1786
Si  0.4081  -0.3252  -0.2325
Si  -0.3158  -0.3863  1.0041
Si  0.446  -0.1455  -0.3296
Si  0.833  0.555  0.1798
Si  -0.1822  0.1917  -0.5765
Si  0.4567  0.1366  -0.215
Si  0.6668  -0.1794  0.4756
Si  -0.5128  0.5099  0.3666
Si  -1.3331  0.4429  0.1724
Si  -0.494  -0.2971  0.3461
Si  -0.0971  0.4852  -0.2346
Si  0.6992  0.219  0.7989
Si  0.4201  1.3062  1.194
Si  -0.7213  -0.0406  -0.083
Si  -0.8447  -0.0411  0.0784
Si  -0.0422  -0.3347  -0.6826
Si  -1.4173  0.17  -1.772
Si  -0.21  -0.5794  -0.6418
Si  0.1131  -0.0697  0.3769
Si  0.0176  0.4036  -0.0836
Si  -1.5578  0.8687  0.708
Si  1.4884  -1.4467  -0.6108
Si  0.2245  -0.7367  1.2757
Si  0.4446  0.0629  0.5466
Si  0.2405  0.5873  0.0989
Si  -0.8743  1.1278  -1.3413
Si  0.5473  0.6101  -0.4725
Si  -0.6948  -0.8016  -0.4153
Si  0.1919  1.0938  0.5556
Si  0.1983  -0.1913  -0.0401
Si  0.9427  -0.0301  -0.3569
Si  0.6859  0.4076  -0.5565
Si  0.2141  -0.6415  0.3112
Si  0.6052  0.6671  0.721
Si  0.8833  -0.3622  0.7965
Si  0.0344  0.3893  -0.857
Si  -0.0245  -0.0798  1.4329
Si  0.7704  -0.5476  -1.281
Si  -0.2398  0.2688  1.1238
Si  -0.6199  1.2862  -1.3976
Si  0.0314  0.0088  0.1319
Si  0.2941  -0.2035  0.5635
Si  0.0902  0.5757  0.257
Si  0.1731  -0.9159  -0.0643
Si  -0.4942  0.5125  -1.1191
Si  -0.1913  0.2245  0.047
O  0.3257  -0.7994  -0.3092
O  -0.0018  -0.1742  -0.4273
O  0.6089  0.3479  -0.3638
O  0.3107  -0.1079  1.0055
O  0.2124  -1.0848  -0.0802
O  0.6538  0.0433  -0.862
O  0.0035  -0.0475  -0.1902
O  0.7292  0.0102  -0.3504
O  0.7478  -0.4578  0.3807
O  -0.9426  -0.1208  -0.98
O  0.7027  -0.0707  -0.7637
O  -0.422  0.0197  -0.3217
O  -0.4907  0.3772  0.8922
O  -0.6826  -0.799  -0.83
O  0.3587  -0.2258  -1.1389
O  0.8492  0.1926  -1.0205
O  0.0759  -0.2436  -0.0491
O  0.6112  0.3352  0.1259
O  0.4223  -0.126  0.4442
O  -0.1345  -0.1377  0.3512
O  -0.6083  0.0298  -0.7479
O  -0.315  -0.022  -0.3632
O  -0.1695  0.2376  -0.7453
O  -0.4021  0.6301  0.0952
O  0.2629  0.1562  0.4076
O  0.2025  -0.707  -0.3958
O  -0.1802  -0.8234  0.9952
O  -0.6576  0.612  0.9399
O  0.33  -1.0244  0.8752
O  0.1936  0.1217  -0.3198
O  0.3914  -0.4935  0.5107
O  -0.1963  0.2654  -0.3351
O  -0.9224  0.3804  0.8642
O  -0.6473  0.3336  0.0119
O  -1.45  0.5289  1.0027
O  0.8462  0.8172  -0.3586
O  0.0249  -0.0868  0.4971
O  0.2265  -0.2176  0.4213
O  1.6542  -0.9258  1.1272
O  -1.3605  -0.808  0.8725
O  0.2856  -0.6464  -0.0578
O  -0.8772  -1.4122  0.2178
O  -1.1341  0.0791  0.2073
O  -0.1957  0.3227  -0.3132
O  -0.0761  1.2618  0.6583
O  0.0157  -0.2637  0.099
O  -0.6729  -0.2378  0.5553
O  -0.7895  0.4663  0.3159
O  0.4672  -0.2363  -0.867
O  -0.3475  -0.6235  0.0517
O  1.18  -0.8664  0.2263
O  -0.0508  0.3168  -0.5112
O  0.6071  -0.1488  0.4131
O  0.9381  -1.5733  -0.6607
O  -0.0023  -0.12  0.5853
O  -0.2327  0.7223  -0.806
O  -0.8819  -0.3276  -0.3102
O  -0.1337  0.1256  0.17
O  0.1322  -0.3244  -0.0867
O  0.158  -0.2714  -0.1754
